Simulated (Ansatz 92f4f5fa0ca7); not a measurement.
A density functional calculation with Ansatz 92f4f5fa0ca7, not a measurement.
Periodic cell of 208 atoms, Si128O80, from a study of silicon, its oxide and their interface. The atomic structure is a simulated model.
Doubt: the cutoff is far below the 930 eV that the study's wrapper takes by default for these files, so forces and energies are approximate.
This geometry differs little from another in the collection (a relaxation step or a small displacement).

Settings: functional PBE; potential files Ansatz PAW; basis plane waves; wave-function cutoff 580 eV; density cutoff ratio 5; exchange-correlation grid ratio 1; k mesh 1 x 1 x 1, Gamma-centred; self-consistency stop 5e-08 eV per atom in the density residual; occupations fixed; spin none; net charge 0.

Cell vectors (angstrom)
a, 10.938, 0, 0
b, 0, 10.938, 0
c, -4.5492, -1.514, 30.3049

Atoms: element, x, y, z (angstrom)
Si, -3.1276, -3.0233, 22.9228
Si, 0.1555, -0.6546, 22.9553
Si, -3.5416, 3.0123, 22.7663
Si, -0.903, -5.2746, 22.6579
Si, -9.126, -2.5257, 22.9007
Si, -5.8613, 0.3403, 22.5135
Si, 2.6275, 2.3419, 22.7412
Si, -5.7716, -5.6492, 22.9334
Si, -1.7758, -1.4705, 24.1045
Si, 1.0453, 1.1793, 24.1295
Si, -1.8288, -6.9462, 24.0506
Si, 0.7805, -4.2684, 24.0495
Si, -7.4298, -1.6747, 24.2647
Si, -4.524, 1.3535, 24.1274
Si, 3.6198, 3.9823, 24.1359
Si, -4.5533, -4.2222, 24.313
Si, -3.1759, -0.107, 25.4612
Si, -0.4295, 2.5795, 25.4308
Si, -3.1542, -5.6425, 25.5512
Si, -0.4859, -2.8805, 25.5185
Si, 2.3215, -0.1372, 25.5829
Si, 4.9912, 2.6234, 25.5266
Si, 2.2204, 5.3495, 25.4609
Si, -5.9454, -2.8847, 25.5963
Si, -4.5492, -1.514, 26.8867
Si, -1.8147, 1.2205, 26.8867
Si, -4.5492, 3.955, 26.8867
Si, -1.8147, -4.2485, 26.8867
Si, 0.9198, -1.514, 26.8867
Si, 3.6543, 1.2205, 26.8867
Si, 0.9198, 3.955, 26.8867
Si, 3.6543, -4.2485, 26.8867
Si, 1.3673, -1.3673, 3.418
Si, 4.1018, 1.3673, 3.418
Si, 1.3673, 4.1018, 3.418
Si, 4.1018, -4.1018, 3.418
Si, 6.8362, -1.3673, 3.418
Si, -1.3673, 1.3673, 3.418
Si, 6.8362, 4.1018, 3.418
Si, -1.3673, 6.8362, 3.418
Si, 2.7707, -0.0151, 4.8346
Si, 5.4747, 2.7149, 4.8369
Si, 2.7254, 5.4746, 4.7573
Si, 5.4816, -2.7274, 4.7737
Si, -2.8119, 0.0391, 4.7406
Si, 0.0376, 2.7233, 4.7505
Si, 8.2293, 5.4426, 4.7868
Si, 0.0288, -2.7581, 4.7719
Si, 1.3976, 1.3927, 6.1592
Si, 4.1012, 4.1429, 6.1341
Si, 1.3859, -4.1231, 6.1793
Si, 4.175, -1.3695, 6.2375
Si, -4.1282, 1.3328, 6.2758
Si, -1.2879, 4.0979, 6.1294
Si, 6.8545, -4.1158, 6.1085
Si, -1.4134, -1.3579, 5.9658
Si, -0.3126, 0.2125, 7.2622
Si, 2.5362, 3.0176, 7.4643
Si, 0.2687, -5.7123, 7.5442
Si, 3.0181, -3.0095, 7.4633
Si, 5.8206, -0.3765, 7.687
Si, -2.4241, 2.5018, 7.4076
Si, 5.2644, 5.7219, 7.4474
Si, -2.833, -2.5828, 7.3669
Si, -3.182, -2.8813, 28.2539
Si, -0.4475, -0.1468, 28.2539
Si, -3.182, 2.5877, 28.2539
Si, -0.4475, 5.3222, 28.2539
Si, 2.287, -2.8813, 28.2539
Si, -5.9165, -0.1468, 28.2539
Si, 2.287, 2.5877, 28.2539
Si, 5.0215, -5.6158, 28.2539
Si, -1.8147, -1.514, 29.6212
Si, 0.9198, 1.2205, 29.6212
Si, -1.8147, 3.955, 29.6212
Si, 0.9198, -4.2485, 29.6212
Si, -7.2837, -1.514, 29.6212
Si, -4.5492, 1.2205, 29.6212
Si, 3.6543, -6.983, 29.6212
Si, -4.5492, -4.2485, 29.6212
Si, 1.3673, 1.3673, 0.6835
Si, 4.1018, 4.1018, 0.6835
Si, 1.3673, 6.8362, 0.6835
Si, 4.1018, -1.3673, 0.6835
Si, 6.8362, 1.3673, 0.6835
Si, -1.3673, 4.1018, 0.6835
Si, 6.8362, -4.1018, 0.6835
Si, -1.3673, -1.3673, 0.6835
Si, 0, 0, 2.0507
Si, 2.7345, 2.7345, 2.0507
Si, 0, 5.469, 2.0507
Si, 2.7345, -2.7345, 2.0507
Si, 5.469, 0, 2.0507
Si, 8.2035, 2.7345, 2.0507
Si, 5.469, 5.469, 2.0507
Si, 8.2035, -2.7345, 2.0507
Si, -6.1079, 3.6013, 18.4783
Si, -1.1714, 3.2849, 13.1834
Si, 6.9319, 2.4524, 11.9399
Si, 2.6754, -4.7083, 12.5613
Si, 1.9575, 3.3654, 12.278
Si, -2.2392, 0.825, 18.0111
Si, 4.2538, -2.1578, 12.8836
Si, 5.3814, 0.1227, 10.8876
Si, -1.0208, -0.4391, 20.1827
Si, -3.3877, 2.9894, 19.7265
Si, -0.7728, -4.3963, 16.9785
Si, 2.9199, 1.544, 10.1099
Si, 0.4212, -1.9131, 18.0599
Si, 3.2727, -4.2537, 20.7739
Si, 1.4144, -1.1792, 9.4183
Si, 1.4597, -1.6396, 14.0964
Si, 0.2767, -2.8538, 11.7494
Si, 1.8031, -4.3659, 15.5174
Si, 4.485, 2.6783, 14.068
Si, -0.7246, 2.2766, 15.8726
Si, -0.7056, -6.222, 19.5665
Si, -4.3198, -1.2427, 17.6225
Si, 1.4432, 0.4253, 16.3152
Si, 2.0514, 3.9799, 20.1175
Si, -6.447, 0.9882, 16.6354
Si, -1.5501, -4.3233, 9.7372
Si, 3.1837, -3.4575, 17.8427
Si, -5.3466, -6.0524, 15.8651
Si, -4.0985, -1.2773, 20.6169
Si, -5.5718, -2.9413, 15.7361
Si, -2.2905, -6.2161, 15.4909
Si, 7.1853, 4.3908, 9.6226
O, -5.0589, -0.0524, 21.1341
O, -4.6502, -6.7459, 22.4088
O, 2.3297, -2.39, 8.8303
O, -6.3913, -6.893, 14.9523
O, -7.1164, 1.3418, 22.1664
O, -0.1698, 0.0187, 21.4756
O, -6.4347, -12.0038, 23.0883
O, 4.1417, -4.1159, 7.9831
O, -2.1388, -3.2008, 8.7196
O, -0.3253, -5.0952, 8.9632
O, 0.5951, -0.4723, 17.3566
O, -5.7796, -6.1173, 17.4372
O, -0.563, -5.79, 21.1372
O, 1.9405, 2.9544, 21.3807
O, -0.6737, -4.987, 18.4973
O, -4.091, -2.5232, 21.6718
O, 2.3169, 0.1414, 9.5899
O, -1.0485, -3.5745, 11.1112
O, 7.9788, 3.2674, 8.7543
O, 5.8353, 2.6405, 13.1393
O, -4.2221, -2.4013, 16.4751
O, 2.9736, 0.4368, 16.8379
O, -2.0314, -4.1116, 22.3457
O, 7.0101, -1.4841, 7.8968
O, 3.9948, -3.7264, 12.3924
O, -0.9058, 2.1035, 14.2712
O, 4.1747, 1.2117, 11.0914
O, -4.8899, 3.6204, 19.5747
O, 5.3959, -0.1334, 9.2681
O, 1.2451, -0.2, 14.8113
O, -1.3444, 1.3421, 7.9085
O, -3.3945, 1.7894, 18.6212
O, 2.5443, -2.9504, 21.4489
O, 2.3729, -5.022, 14.1497
O, -1.7444, 1.2304, 16.5423
O, -2.1727, -4.7566, 16.2143
O, 5.9757, 5.0725, 8.7776
O, 0.8155, 1.9422, 16.3016
O, -1.7926, 4.6284, 13.9249
O, -2.3923, 2.7024, 12.2367
O, -6.1742, 2.2449, 17.6066
O, -2.5499, -0.7736, 20.6143
O, -6.4103, -4.8057, 21.6651
O, 5.0696, -1.2487, 11.7689
O, -6.3071, 1.383, 15.0573
O, -5.4019, -4.5085, 15.3722
O, 0.1773, -0.8056, 8.4495
O, -4.6661, -1.7464, 19.1519
O, 0.3472, -4.9525, 15.9093
O, -7.1053, -3.9304, 19.2641
O, 2.7527, 4.755, 11.8718
O, 3.3336, 2.4039, 8.7799
O, 3.3876, 3.7318, 19.2207
O, 1.7628, -2.7422, 15.2698
O, -0.5784, -2.7952, 17.1238
O, 6.507, 3.608, 10.8673
O, 2.1471, -5.429, 20.6895
O, 0.7603, -1.6286, 10.813
O, -1.2611, 3.7475, 16.3355
O, -2.7083, -5.3997, 10.142
O, -1.047, 0.8063, 19.13
O, 0.6507, 3.8233, 19.2742
O, -0.2798, -1.7317, 19.5202
O, -2.8151, -0.6626, 17.7596
O, 2.7134, -4.6794, 16.8461
O, 0.1462, -2.1526, 13.236
O, 1.3955, 4.099, 8.0001
O, 1.8813, -2.5855, 18.2696
O, 1.4099, -4.0034, 11.8412
O, 6.7467, 0.9035, 11.3774
O, -6.7031, -2.6399, 16.9004
O, 2.7691, -1.4976, 13.1142
O, -3.1277, 2.4575, 21.2583
O, 2.9739, 2.6631, 13.3853
O, -3.8471, -6.6726, 15.6288
O, -5.3683, -0.1352, 17.0616
O, 0.3482, 3.6355, 12.6166
O, 1.8455, 2.3878, 10.9802
O, 5.0524, -2.1714, 14.3207
O, -2.1496, 3.9891, 19.3503

Results
free energy: -126869.723 eV
free energy less fixed offsets of O -568.88, Si -635.61 eV per atom: -1.243 eV

Forces (eV/angstrom), in the order of the atoms: element, x, y, z
Si, -0.0213, 0.014, 0.0276
Si, 0.0112, -0.005, 0.0297
Si, 0.0189, -0.0018, 0.0134
Si, 0.0228, -0.0133, 0.0143
Si, -0.0122, 0.0038, 0.006
Si, 0.0066, -0.0025, 0.0112
Si, -0.0029, 0.0067, 0.0011
Si, -0.0025, 0.0112, 0.0021
Si, 0.0019, -0.0131, -0.0061
Si, -0.0016, -0.0051, 0.0036
Si, 0.007, -0.0052, -0.003
Si, 0.0018, -0.0074, 0.0072
Si, 0.0089, 0.0095, 0.021
Si, 0.0054, -0.0051, -0.0048
Si, -0.0005, 0.0006, -0.0005
Si, 0.0023, 0.007, 0.0018
Si, -0.0069, 0.0102, 0.0122
Si, -0.0038, -0.001, 0.0056
Si, -0.0127, -0.0055, 0.0162
Si, 0.0028, 0.0057, 0.01
Si, -0.0033, 0.0018, 0.0049
Si, 0.0039, 0.0017, 0.0197
Si, -0.0018, 0.0122, 0.0085
Si, -0.0045, 0.0024, 0.0047
Si, 0.1026, 0.3624, -0.1613
Si, 0.0695, 0.1846, -0.4071
Si, -0.0028, -0.0943, 0.1894
Si, 0.0407, -0.0608, 0.2746
Si, -0.1218, -0.1529, 0.0506
Si, 0.2814, 0.2039, 0.4267
Si, -0.1767, -0.0108, -0.4193
Si, -0.4698, -0.3747, 0.1576
Si, 0.3024, -0.0182, 0.1667
Si, 0.0789, -0.0472, 0.2658
Si, 0.0983, 0.0186, -0.3737
Si, -0.03, 0.1383, -0.1099
Si, -0.2671, 0.0444, -0.4336
Si, -0.1312, 0.1025, -0.1212
Si, 0.0458, -0.2612, 0.2213
Si, 0.0792, -0.1084, -0.0206
Si, 0.0004, -0.0028, -0.0076
Si, -0.0021, 0.0012, -0.0065
Si, -0.0055, 0.0021, -0.0095
Si, 0.0049, 0.0145, -0.0008
Si, -0.0173, -0.0085, -0.0076
Si, 0.0001, 0.0034, -0.0163
Si, 0.0025, -0.0012, -0.0097
Si, 0.0036, -0.0039, -0.0053
Si, 0.006, -0.0044, 0.0076
Si, 0.0162, -0.0093, 0.0011
Si, -0.0004, 0.0047, 0.0045
Si, -0.0021, -0.0053, -0.0009
Si, 0.0033, 0.0068, -0.0003
Si, -0.006, 0.0028, 0.0069
Si, 0.0015, -0.0051, -0.003
Si, 0.0072, -0.0013, -0.0022
Si, 0.0177, -0.0172, 0.0068
Si, 0.0096, -0.022, -0.0055
Si, -0.0266, 0.0289, -0.0025
Si, -0.0246, 0.0256, -0.0115
Si, 0.0004, -0.0053, 0.0164
Si, -0.022, 0.025, -0.0127
Si, 0.0151, -0.0133, -0.0033
Si, -0.0045, 0.0054, 0.0179
Si, 0.0267, -0.0215, -0.0321
Si, 0.0113, -0.0409, -0.0267
Si, -0.0228, 0.0144, -0.0088
Si, -0.0432, -0.002, 0.007
Si, -0.0334, -0.07, 0.0114
Si, 0.1047, 0.1346, 0.0309
Si, 0.0829, -0.0219, -0.0174
Si, -0.0616, -0.0631, 0.0099
Si, -0.034, -0.0165, -0.0226
Si, 0.0005, 0.0479, -0.0212
Si, -0.0099, 0.0254, -0.0121
Si, 0.0167, 0.0083, -0.007
Si, 0.0036, -0.0008, -0.0329
Si, 0.0004, -0.0464, 0.0052
Si, 0.0179, 0.0008, -0.0101
Si, -0.036, 0.0477, -0.0181
Si, 0.0227, 0.0137, 0.0268
Si, 0.0032, -0.049, 0.0164
Si, -0.0045, -0.0055, 0.0243
Si, -0.0281, 0.0298, -0.0098
Si, 0.006, -0.0038, 0.0188
Si, -0.0185, 0.0234, 0.004
Si, 0.0445, -0.0001, 0.0229
Si, 0.0171, -0.0449, 0.0216
Si, -0.0424, 0.0019, 0.0499
Si, -0.0199, 0.0537, 0.0274
Si, -0.0289, -0.0221, -0.0158
Si, 0.0466, 0.0475, -0.0239
Si, -0.0122, -0.092, -0.033
Si, 0.0496, 0.0123, -0.0257
Si, -0.0305, 0.0231, 0.0379
Si, 0.0078, 0.0539, 0.0413
Si, -0.006, 0.0034, 0.003
Si, -0.0009, -0.0023, 0.0027
Si, 0.0024, 0.0023, -0.0003
Si, -0.0019, 0.0013, 0.0002
Si, -0.0014, -0.0023, 0.0029
Si, 0.0003, 0.0024, 0.0027
Si, 0.0027, 0.0066, -0.0028
Si, -0.0053, -0.0022, -0.0124
Si, -0.0082, 0.0046, 0.0049
Si, 0.0012, 0.0027, 0.0074
Si, 0, -0.0026, 0.0021
Si, 0.0057, -0.0071, -0.0097
Si, 0.0009, 0.0001, 0.0012
Si, -0.0039, 0.0009, -0.0012
Si, -0.0036, -0.0073, -0.014
Si, 0.0039, 0.0025, 0.0022
Si, -0.0059, 0.0035, -0.0137
Si, 0.0018, 0.0026, 0.008
Si, 0.0005, 0.001, 0.0046
Si, -0.0015, 0.0027, -0.0006
Si, -0.0006, 0.0018, 0.0036
Si, -0.0014, -0.0001, 0.0067
Si, -0.0024, -0.0029, 0.0019
Si, -0.0001, 0.003, 0.005
Si, 0.0021, 0.0045, 0.0031
Si, 0.0044, -0.0047, -0.0024
Si, 0.0087, -0.0018, 0.0117
Si, -0.0007, 0.002, 0.0009
Si, -0.0034, 0.004, 0.0053
Si, -0.0004, 0.0017, 0.0038
Si, 0.002, -0.0013, 0.0058
Si, 0.01, 0, -0.0036
O, -0.001, -0.0011, 0.0024
O, -0.0075, -0.0002, -0.0044
O, -0.0115, 0.013, 0.0105
O, 0.0012, -0.0039, 0.0004
O, -0.0009, -0.0004, -0.006
O, -0.0062, 0.0044, -0.0202
O, 0.0057, -0.0044, -0.0146
O, 0.0047, -0.0054, 0.0162
O, -0.0026, -0.0011, -0.0076
O, -0.0008, 0.0006, 0.0013
O, 0.0042, 0.003, -0.0001
O, 0.0015, -0.0003, -0.002
O, -0.0007, -0.0074, -0.016
O, 0.0019, -0.001, 0.0012
O, -0.0008, 0.0043, -0.0027
O, -0.004, 0.0021, -0.0092
O, -0.001, 0.0001, 0.0023
O, 0.0072, 0.0051, 0.0084
O, -0.0025, 0.0043, 0.0091
O, -0.0027, 0.0008, 0.0063
O, 0.0019, -0.0011, -0.0011
O, 0.0049, 0.0021, 0.0005
O, 0.0049, -0.0013, -0.0072
O, 0.0031, -0.0055, 0.0013
O, 0.0006, -0.0015, 0.0022
O, 0.0001, 0.0021, -0.0004
O, 0.0024, -0.0006, 0.0016
O, 0.0005, -0.001, 0.0019
O, 0.001, 0.0023, -0.001
O, -0.0009, 0.0007, 0.002
O, 0.0099, -0.0074, 0.0164
O, 0.0015, -0.0053, -0.0025
O, 0.0082, -0.0061, -0.0092
O, 0.0012, -0.0012, -0.002
O, 0.0044, 0.0032, -0.002
O, -0.0025, 0.0027, 0.0039
O, -0.0001, 0.0023, 0.0014
O, -0.0014, 0, 0.0027
O, 0.0023, -0.0005, 0.0014
O, 0.0044, 0.0007, 0.0043
O, -0.0033, -0.008, -0.0031
O, 0.0093, 0.0023, 0.0018
O, 0.0005, 0.0007, 0.0029
O, 0.0011, -0.0026, 0.0068
O, -0.0007, 0.002, 0.0071
O, 0.0002, -0.0008, 0.0027
O, 0.0147, 0.0042, 0.0128
O, -0.0029, -0.0008, -0.0051
O, 0.0004, -0.0004, 0.0021
O, -0.0007, 0.0045, -0.0081
O, 0.0017, 0.0019, 0.0009
O, 0.0006, -0.0008, 0.0051
O, 0.0066, -0.0013, -0.0002
O, -0.0003, 0.0011, -0.001
O, 0.0009, -0.0018, 0.0029
O, -0.0008, -0.0053, 0.0049
O, 0.0041, -0.0053, 0.0002
O, 0.0016, -0.0033, -0.0035
O, 0.0014, 0.0001, 0.0002
O, -0.002, -0.0004, -0.0017
O, 0.0013, -0.001, 0.0024
O, -0.0022, -0.0018, 0.0018
O, 0.0026, 0.0001, 0.0013
O, 0.0008, -0.0009, 0.005
O, -0.0036, -0.0042, -0.005
O, 0.0002, 0.0011, 0.0072
O, 0.001, -0.0007, 0.011
O, -0.0035, 0.0026, 0.0031
O, 0.0061, -0.0038, 0.0056
O, 0.0007, -0.0001, 0.0031
O, 0.0032, 0.0024, -0.0003
O, -0.004, -0.0007, 0.0037
O, -0.0015, -0.0027, -0.005
O, 0.0041, -0.0005, 0.0029
O, 0.0009, 0.0017, 0.0021
O, -0.0006, 0.0045, 0.0014
O, 0.0008, 0.0002, 0.0026
O, -0.0034, 0.0072, 0.009
O, 0.0001, 0, 0.0028
O, 0.0012, -0.0004, 0.0031

The program warned: the cutoff lies below the one the program advises for these potential files; the forces do not sum to zero within the program's tolerance; the exchange-correlation potential is rough where the density is thin.
